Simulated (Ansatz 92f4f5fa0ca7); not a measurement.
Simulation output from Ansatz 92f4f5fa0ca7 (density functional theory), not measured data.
Periodic cell of 184 atoms, Si120O64, from a study of silicon, its oxide and their interface. The atomic structure is a simulated model.
This geometry differs little from another in the collection (a relaxation step or a small displacement).

Settings: functional r2SCAN; potential files Ansatz PAW; basis plane waves; wave-function cutoff 800 eV; density cutoff ratio 5; exchange-correlation grid ratio 1; k mesh 1 x 1 x 1, shifted by 0.5 0.5 0 of a step; self-consistency stop 1e-10 eV per atom in the density residual; occupations fixed; spin none; net charge 0.

Cell vectors (angstrom)
a  10.887  0  0
b  0  10.887  0
c  0  0  27.2574

Atoms: element, x, y, z (angstrom)
Si  0.3135  -0.0395  0.1845
Si  2.7017  3.122  0.2491
Si  0.2109  5.0421  -0.075
Si  2.4712  8.5455  0.0759
Si  5.3861  -0.2112  0.3642
Si  7.9986  3.1186  -0.1418
Si  5.7131  5.3564  -0.087
Si  7.8234  8.6758  -0.0108
Si  1.5277  1.4509  1.4799
Si  4.1867  4.3548  1.4508
Si  1.2728  6.8349  1.1596
Si  3.9909  9.4266  1.6669
Si  6.7931  1.4796  1.203
Si  9.5355  4.0697  1.381
Si  6.8632  6.9064  1.2632
Si  9.4869  9.6983  1.3127
Si  0.0127  2.7249  2.7586
Si  2.7345  0.0518  2.8991
Si  -0.0667  8.1989  2.6055
Si  2.6741  5.6077  2.6999
Si  5.4842  2.8147  2.6803
Si  8.1263  0.1394  2.6802
Si  5.4693  8.0712  2.8068
Si  8.1952  5.5214  2.6714
Si  1.3745  4.1468  4.0559
Si  4.1498  1.4448  4.1133
Si  1.2881  9.5279  4.0776
Si  4.0582  6.8059  4.1643
Si  6.8322  4.1432  4.0556
Si  9.5165  1.388  4.1095
Si  6.815  9.5703  4.0471
Si  9.534  6.8598  4.0545
Si  -0.0426  -0.0092  5.4678
Si  2.7351  2.7699  5.442
Si  0.0036  5.485  5.4164
Si  2.6911  8.203  5.4512
Si  5.4663  0.0284  5.4393
Si  8.1674  2.7724  5.437
Si  5.4339  5.4186  5.4701
Si  8.1691  8.2012  5.43
Si  1.3709  1.3627  6.7835
Si  4.0958  4.0644  6.8526
Si  1.3504  6.82  6.8045
Si  4.0813  9.5491  6.7822
Si  6.8267  1.3741  6.7947
Si  9.5378  4.1162  6.783
Si  6.8058  6.8102  6.7925
Si  9.5135  9.5167  6.8455
Si  -0.0214  2.713  8.1292
Si  2.7269  -0.0168  8.1631
Si  0.0025  8.154  8.1993
Si  2.7018  5.4422  8.1503
Si  5.477  2.6922  8.1927
Si  8.129  -0.0157  8.1737
Si  5.4253  8.1656  8.1427
Si  8.1888  5.4555  8.1671
Si  1.3155  4.0859  9.4861
Si  4.1273  1.2891  9.5242
Si  1.3866  9.4955  9.5573
Si  4.0612  6.7983  9.4948
Si  6.8751  4.048  9.5319
Si  9.5224  1.3204  9.494
Si  6.7812  9.4899  9.5429
Si  9.5128  6.818  9.5724
Si  -0.0552  -0.0672  10.8655
Si  2.6842  2.6567  10.7366
Si  -0.0083  5.449  10.9107
Si  2.7354  8.1075  10.943
Si  5.4503  -0.0823  10.9615
Si  8.2254  2.647  10.9222
Si  5.473  5.4487  10.784
Si  8.1393  8.1699  10.9547
Si  1.33  1.3187  12.1133
Si  4.0874  4.0148  11.9755
Si  1.3358  6.7836  12.3308
Si  4.0859  9.4288  12.3581
Si  6.9085  1.2227  12.2946
Si  9.5782  4.0445  12.2722
Si  6.7404  6.7791  12.2599
Si  9.5273  9.5025  12.366
Si  0.1906  2.7554  13.5723
Si  2.494  -0.1484  13.5076
Si  -0.0899  8.0468  13.7992
Si  2.8297  5.3264  13.4156
Si  5.3484  2.5929  13.3143
Si  8.2875  0.0221  13.8739
Si  5.4905  8.1267  13.8023
Si  8.0596  5.3023  13.5391
Si  1.9601  3.7121  14.8659
Si  3.8657  1.3233  14.5792
Si  0.9241  9.8073  15.0737
Si  4.2648  6.3995  14.8801
Si  6.3798  4.1165  14.6908
Si  9.9202  1.4612  15.0805
Si  7.273  9.1062  15.1248
Si  9.2555  6.6256  15.026
Si  -22.9471  -17.6513  17.0411
Si  3.9962  -13.3286  18.7277
Si  -9.7381  -2.6362  17.7524
Si  25.8897  -10.6064  19.3684
Si  10.5475  14.0926  19.7305
Si  -7.1556  1.3166  25.4762
Si  7.6129  -2.2179  24.3048
Si  -16.2103  10.762  23.845
Si  9.7756  9.7441  19.2525
Si  -23.1138  19.1031  21.8277
Si  23.0933  -10.1789  20.2084
Si  6.0644  -6.3808  21.7691
Si  -9.815  -11.8249  22.703
Si  25.1455  -2.3915  24.3294
Si  -10.262  12.064  24.729
Si  6.9019  -29.0732  17.601
Si  -27.9864  5.4065  19.0775
Si  -16.4318  28.1697  24.1792
Si  -4.9415  23.1985  21.3069
Si  -2.7993  12.15  19.1749
Si  -12.6225  5.0447  21.8867
Si  16.08  -11.4311  16.8124
Si  13.238  -16.1255  17.1693
Si  -1.0213  14.6702  24.7597
O  9.8518  -16.312  -11.1827
O  -12.1035  2.6504  -11.0099
O  -12.7141  8.8476  -6.8501
O  19.2408  8.3605  -1.5318
O  -5.6907  5.8881  -1.539
O  8.6376  10.7212  -8.6608
O  -4.3854  9.6322  -0.2422
O  -4.1929  31.6104  -10.7803
O  21.454  -13.0431  -9.0059
O  -14.9773  15.0722  -0.4183
O  -2.1569  2.9881  -1.6139
O  10.4213  5.0313  -1.5817
O  0.0234  10.7459  -7.4591
O  15.2737  8.9988  -10.0174
O  -10.7561  -2.0445  -5.2381
O  -0.1184  3.9688  -8.9641
O  1.5207  20.0058  16.429
O  -5.2459  -16.601  23.1779
O  3.955  -3.7767  23.7283
O  10.75  0.7606  26.0969
O  -9.0761  10.9259  21.6179
O  -4.8475  2.8971  21.9473
O  3.4038  6.5273  16.2731
O  -8.5152  8.3839  18.8146
O  13.1394  1.0357  24.8646
O  5.4299  5.3203  15.246
O  15.8748  11.3789  18.0255
O  -9.1875  26.221  16.3015
O  9.2894  4.4307  23.3924
O  -8.8193  30.8155  23.5837
O  -3.5999  11.8836  20.537
O  -16.7627  -16.7989  20.6112
O  10.8739  0.1949  15.5936
O  -18.6025  5.1067  18.4808
O  3.6145  -8.1408  26.1961
O  4.4643  -1.244  24.1296
O  -1.551  -8.699  19.5182
O  4.6643  22.052  15.5408
O  4.398  -12.1633  19.8005
O  -9.7701  -4.2343  17.4837
O  -14.6893  -8.7697  18.2435
O  -12.1965  -4.2834  21.8169
O  16.6134  -17.2436  18.1933
O  11.0895  21.8618  23.613
O  12.2261  20.553  26.9717
O  13.8517  -8.4006  15.315
O  1.471  14.9172  26.9567
O  0.131  -8.2021  24.382
O  -14.1763  -16.8536  21.4104
O  10.1525  -17.5199  20.892
O  -5.1322  -21.5791  22.306
O  26.3978  -9.4775  20.3836
O  4.7645  7.0446  19.0126
O  -13.4871  4.3912  17.7691
O  -4.3593  -14.2816  24.077
O  8.2622  -3.0358  15.6025
O  -7.7518  8.1852  25.8988
O  4.9796  1.276  24.4495
O  -9.9636  2.2918  20.2221
O  13.4184  -21.2472  19.1452
O  -4.1741  3.2644  16.0313
O  4.185  11.1034  26.5784
O  -3.9274  10.1574  24.386
O  -2.2597  -45.7593  23.0651

Results
free energy: -113254.814 eV
free energy less fixed offsets of O -570.45, Si -639.56 eV per atom: 1.186 eV

Forces (eV/angstrom), in the order of the atoms: element, x, y, z
Si  0.0313  -0.0398  0.1307
Si  -0.0084  0.0085  0.156
Si  0.0362  0.0165  0.1929
Si  -0.0699  -0.0242  0.148
Si  0.028  0.0149  0.1186
Si  -0.0884  0  0.158
Si  0.0339  -0.0039  0.1685
Si  -0.0326  0.0118  0.1741
Si  -0.0137  0.0007  0.0101
Si  -0.0056  -0.053  0.0045
Si  -0.0058  0.0101  -0.0056
Si  0.0241  0.065  0.0241
Si  -0.0348  0.0203  0.0121
Si  0.0138  -0.0063  0.0189
Si  0.0068  0.0195  0.0009
Si  -0.0001  0.0243  0.0174
Si  0.0109  0.0097  0.0384
Si  0.0319  -0.0163  0.0346
Si  0.0228  0.0279  0.0303
Si  0.0047  -0.0503  0.04
Si  -0.0338  0.0142  0.0216
Si  0.0158  -0.0383  0.03
Si  0.0006  0.0394  0.0434
Si  0.0055  0.0031  0.039
Si  0.0098  -0.0154  -0.0311
Si  -0.0055  -0.0327  -0.0042
Si  0.0454  0.015  -0.0074
Si  -0.016  0.0207  -0.0018
Si  0.0208  0.003  -0.0318
Si  0.0145  0.0172  0.0051
Si  -0.0248  -0.0022  -0.011
Si  -0.0254  -0.0227  0.0004
Si  -0.0075  -0.004  0.0107
Si  -0.0087  -0.0329  -0.0018
Si  0.0022  0.0191  0.0069
Si  0.0236  0.0285  0.0111
Si  -0.0126  0.0321  0.0054
Si  0.0078  0.0091  0.0075
Si  -0.0204  -0.0228  0.0099
Si  -0.0121  -0.0268  0.0115
Si  0.0255  0.0109  0.0165
Si  0.0235  0.0098  -0.0084
Si  0.0072  -0.0197  0.0029
Si  -0.0118  0.0187  0.0176
Si  0.0015  -0.0098  0.0062
Si  0.0098  -0.0114  0.0031
Si  -0.024  0.0103  0.012
Si  0.006  0.0191  0.0063
Si  0.0041  0.0066  -0.0181
Si  0.0128  -0.0126  -0.0017
Si  -0.0127  0.0147  0.0002
Si  0.0068  -0.0087  -0.0049
Si  -0.0355  -0.0166  -0.0157
Si  0.0069  0.0186  -0.0014
Si  -0.0095  0.001  -0.0072
Si  -0.0112  -0.0073  -0.0123
Si  0.0267  -0.022  0.0054
Si  0.0293  0.0372  -0.0179
Si  0.0128  0.0217  0.0087
Si  -0.009  -0.0262  -0.0209
Si  -0.0154  -0.0034  0.0035
Si  -0.0103  -0.0301  -0.0078
Si  -0.0182  -0.0045  0.0049
Si  0.0084  0.0159  0.0019
Si  0.0611  -0.0084  0.0103
Si  0.0032  0.0117  0.0175
Si  -0.0071  -0.0168  0.0292
Si  0.0235  0.0156  0.0094
Si  -0.0396  0.025  0.0089
Si  0.0036  0.0214  0.0096
Si  0.0007  -0.0336  -0.001
Si  -0.0353  0.0499  0.0346
Si  0.0087  -0.0251  -0.0299
Si  -0.0005  0.0017  -0.0702
Si  0.0217  -0.0068  -0.0129
Si  -0.0217  0.0244  -0.0198
Si  -0.0356  0.0149  -0.0373
Si  -0.0174  -0.0227  -0.0366
Si  0.0076  -0.0501  -0.0429
Si  0.0014  -0.011  -0.0517
Si  -0.0138  -0.0247  0.0044
Si  0.0177  0.013  -0.0312
Si  0.0008  0.012  0.0244
Si  0.0313  0.0278  -0.0186
Si  0.0084  -0.0317  -0.0281
Si  -0.003  0.0024  -0.0292
Si  -0.0151  -0.0156  -0.0247
Si  0.0107  0.0393  0.0015
Si  -0.0503  -0.0029  -0.1761
Si  -0.0306  -0.0197  -0.0961
Si  0.0216  -0.0443  -0.094
Si  0.0311  0.075  -0.1119
Si  0.0017  0.0184  -0.0707
Si  -0.0285  -0.0418  -0.1023
Si  -0.0511  0.0424  -0.1119
Si  0.0117  -0.0055  -0.1459
Si  -0.0175  0.0189  -0.0678
Si  -0.0318  0.0107  -0.0565
Si  0.0309  -0.0254  -0.0509
Si  0.0106  0.0084  -0.0419
Si  0.0019  -0.0357  -0.0289
Si  -0.0058  0.0295  0.1109
Si  -0.0179  -0.0479  0.0953
Si  -0.0322  -0.0285  0.018
Si  0.0579  -0.0173  -0.0075
Si  -0.0146  0.0617  0.0007
Si  0.0068  -0.001  -0.0289
Si  -0.0064  0.0135  -0.0109
Si  0.0053  0.0181  0.0019
Si  -0.0068  0.02  0.1033
Si  0.0139  -0.0064  0.1015
Si  -0.0202  0.0194  -0.0545
Si  0.0006  -0.0054  -0.0647
Si  0.0196  0.0001  0.1144
Si  -0.0171  0.0146  -0.0116
Si  0.0052  -0.006  0.0047
Si  -0.0183  -0.0068  0.0135
Si  -0.0096  0.0124  -0.0406
Si  0.0244  0.0211  -0.1057
Si  -0.0253  0.0062  0.1607
O  0.053  -0.0696  0.074
O  0.0436  0.0489  0.0459
O  -0.0238  -0.0103  0.0105
O  0.0278  -0.0017  -0.1194
O  -0.0359  0.024  -0.1155
O  -0.0166  -0.006  -0.0184
O  0.0432  -0.066  -0.093
O  0.0278  -0.0081  0.0629
O  -0.018  0.0096  0.0165
O  0.0187  -0.0036  -0.0684
O  0.0573  -0.0025  -0.109
O  -0.0288  -0.0132  -0.1284
O  -0.0155  0  0.0105
O  -0.008  -0.0185  0.0239
O  0.0075  -0.0259  0.0072
O  0.0194  0.0073  0.0048
O  0.0004  0.0285  0.0363
O  -0.0113  -0.047  -0.0301
O  -0.0114  -0.0255  -0.0705
O  -0.0264  0.0192  -0.0647
O  0.0098  -0.0119  -0.0059
O  0.0045  0.0127  0.0341
O  -0.0256  0.0207  0.0448
O  -0.0305  -0.0199  0.0281
O  0.0184  -0.0149  -0.0375
O  0.0532  -0.011  0.0273
O  0.0097  0.0133  0.0432
O  -0.0323  0.0079  0.1265
O  -0.0201  0.024  -0.0625
O  -0.0435  0.0078  -0.0158
O  0.0207  -0.0243  0.0093
O  -0.0055  0.0056  0.0314
O  0.0024  0.0146  0.027
O  -0.0194  -0.039  0.0364
O  0.0676  -0.024  -0.0987
O  0.0234  0.0241  -0.0343
O  -0.0054  0.0085  0.0026
O  0.0374  -0.0295  0.024
O  0.008  -0.0147  0.0091
O  -0.0549  0.0029  0.0265
O  -0.006  -0.0054  0.0223
O  0.016  -0.0006  -0.0073
O  -0.0204  0.0111  0.001
O  -0.0299  -0.0093  -0.0198
O  -0.0008  0.0049  -0.0814
O  0.0028  -0.0185  0.0383
O  -0.0186  -0.0018  -0.0695
O  0.0199  0.0054  -0.0586
O  0.0155  0.0024  -0.0165
O  0.0074  0.0192  0.0152
O  0.0163  -0.0198  0.0039
O  0.0018  0.0159  0.0173
O  0.0275  -0.0197  0.0201
O  0.0276  0.0225  0.0333
O  0.0032  0.0013  -0.0495
O  0.002  0.0005  0.0146
O  0.0212  -0.0107  -0.1166
O  0.0391  0.0203  -0.0243
O  -0.0108  0.0238  0.0046
O  -0.0244  0.0017  0.0165
O  0.0062  -0.0447  0.0905
O  -0.0619  -0.0084  -0.0468
O  -0.0061  0.0519  0.0198
O  0.0239  0.0096  -0.0318

The program warned: the cutoff lies below the one the program advises for these potential files; the forces do not sum to zero within the program's tolerance; empty levels may hold ghost states of the PAW files; the exchange-correlation potential is rough where the density is thin.
